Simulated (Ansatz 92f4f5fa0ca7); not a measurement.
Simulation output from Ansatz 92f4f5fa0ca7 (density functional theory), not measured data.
Periodic cell of 130 atoms, Si86O44, from a study of silicon, its oxide and their interface. The atomic structure is a simulated model.

Settings: functional r2SCAN; potential files Ansatz norm-conserving; basis plane waves; wave-function cutoff 1300 eV; density cutoff ratio 4; exchange-correlation grid ratio 1; k mesh 2 x 2 x 1, shifted by 0.5 0.5 0.5 of a step; self-consistency stop 5e-08 eV per atom in the density residual; occupations Fermi-Dirac, 0.05 eV; spin none; net charge 0.

Cell vectors (angstrom)
a 10.9364 -0.1063 0.0739
b -0.1063 11.0141 0.0364
c 0.1312 0.0647 19.4217

Atoms and the computed forces on them: element, x, y, z (angstrom), force x, y, z (eV/angstrom)
Si -0.7667 -1.3257 1.6645 0.8627 2.1863 0.764
Si 4.5636 3.3889 -0.7007 0.083 1.3978 -1.3789
Si -0.3476 5.3181 -0.7076 -0.1118 1.7592 2.7385
Si 3.0054 9.0404 -0.7729 0.3937 -0.9963 2.4713
Si 4.9491 0.9751 -0.954 0.2447 0.3823 1.3557
Si 6.4753 1.4635 1.245 0.0434 0.3012 -0.4038
Si 6.8737 5.4004 -0.6319 -3.4304 0.589 -1.8652
Si 8.6856 8.7957 0.3536 -1.7888 4.1042 -0.0475
Si 1.8309 2.1936 1.3751 1.8052 -2.6947 -0.8337
Si 3.772 3.9348 1.3525 -1.4535 -0.4462 1.0984
Si 1.5296 6.7372 0.8698 0.1339 1.3668 -1.1061
Si 4.3068 10.3083 0.8204 0.2213 -0.8293 -1.1571
Si 8.2225 2.4966 -0.024 -0.4827 1.3748 2.2511
Si 9.6526 4.0536 1.2346 -0.9735 0.1326 -0.4722
Si 6.662 6.701 1.4442 -0.1192 -0.345 -0.0854
Si 11.3738 10.6276 -0.0929 1.385 -1.4443 0.2415
Si 0.2244 3.2085 2.5202 -1.0504 -0.9929 1.2015
Si 3.2285 0.3231 2.3989 -3.3254 0.2118 0.4661
Si 0.2597 8.1456 2.8148 0.9668 -0.2198 0.2266
Si 2.7211 5.7687 2.566 -0.3 -1.2237 0.2267
Si 5.1579 2.9979 2.9702 2.3501 -0.626 -1.5693
Si 8.3708 -0.1928 2.9637 0.4445 -0.9074 -0.6564
Si 5.1329 8.4424 2.4955 1.5278 0.0937 0.3621
Si 8.1151 5.2116 2.6544 0.8931 1.6796 -0.0434
Si 1.3673 4.3698 4.1009 -0.0095 1.557 -0.3002
Si 4.2113 1.3463 4.0741 0.3701 -0.2495 3.1705
Si 1.425 10.0414 4.1067 1.6066 -2.0871 -1.4928
Si 3.9221 7.1796 4.0529 1.4111 -2.0753 -1.9454
Si 6.8985 4.1274 4.2176 -0.3079 -0.8346 -1.02
Si 9.641 1.5543 3.7791 0.6183 0.0255 0.7154
Si 6.7611 9.4832 4.2432 -0.088 -0.8045 0.2146
Si 9.5494 6.6967 4.0666 -0.896 -0.0399 -0.2486
Si -0.0154 0.2545 5.2597 -0.8591 -0.7007 -0.1916
Si 2.7837 3.0638 5.2898 -1.3885 -3.7585 -0.5708
Si -0.2461 5.4917 5.5137 2.0774 1.569 -0.8402
Si 2.799 8.3851 5.4355 -2.9691 2.1107 1.7113
Si 5.6577 -0.1569 5.7709 -0.7813 1.1953 -0.9254
Si 8.3749 2.7494 5.3529 -1.768 -0.8194 1.2074
Si 5.3258 5.423 5.1618 -0.519 0.9706 1.9457
Si 8.1062 7.9841 5.6096 0.094 0.7048 -1.4007
Si 1.2178 1.5824 6.659 1.9705 0.6507 -0.1222
Si 4.1758 3.8297 6.7522 0.4378 2.5505 1.4525
Si 1.1118 7.1575 6.6973 0.9147 -1.7921 -0.4157
Si 3.8165 9.7231 7.0498 0.4287 0.7429 -0.2439
Si 6.8694 1.4413 7.1759 1.1547 -1.1535 -2.5214
Si 9.5315 3.9965 6.8528 -0.9339 0.5689 2.3486
Si 6.4799 6.7783 6.7578 0.6403 -0.4522 1.5791
Si 9.5332 9.5175 6.7232 0.496 -0.2262 -1.2428
Si -0.0377 2.7627 8.1419 0.5734 0.599 1.0721
Si 2.4256 0.2143 8.3108 1.855 0.4221 -2.6363
Si -0.1152 8.3783 8.2046 -2.1755 0.0802 -0.0843
Si 2.4992 5.4771 7.892 1.6503 2.3057 -1.225
Si 5.2193 2.3803 8.4189 0.6134 0.4708 -0.2016
Si 8.4307 -0.124 7.998 -0.9895 0.053 1.4323
Si 5.2112 8.3176 8.2249 1.5466 0.2936 -0.3614
Si 8.0469 5.4785 8.545 -0.5795 -0.4622 -1.7531
Si 1.5415 4.2861 9.4238 -1.5564 -2.6765 0.552
Si 3.9278 0.9896 9.9219 0.9812 0.2642 -0.3823
Si 0.6676 10.2106 9.3094 -0.2228 -1.6597 0.4201
Si 3.7396 7.131 9.3917 -0.4294 -2.9504 0.9795
Si 6.7576 3.7591 9.581 -0.9622 1.0624 1.2168
Si 10.1276 0.745 9.4443 -1.0791 0.6387 1.1175
Si 7.0951 9.2625 9.382 0.1413 1.0359 -0.3845
Si 8.6764 7.4955 9.7429 1.0453 0.2894 -1.2238
Si -0.944 1.2993 11.8271 0.3638 3.8978 -1.3158
Si 3.4499 3.1554 10.5725 -1.5229 1.23 0.7205
Si -4.4976 5.6515 12.3495 -0.7333 1.0245 -1.3626
Si 2.1987 7.9706 10.9391 -3.7244 0.6753 1.8182
Si 5.725 0.0583 11.3704 -2.405 -3.5846 0.8595
Si 7.1359 2.7974 11.8403 2.5255 -1.2657 -0.7571
Si 4.7863 5.2184 10.6942 0.9488 -0.4133 -0.2896
Si 8.7697 6.0763 12.3059 -0.4278 0.9945 -0.047
Si 1.8648 3.1498 12.2708 0.4206 -1.5814 -0.8093
Si 5.8712 8.6643 13.5691 -2.2665 0.7994 3.1404
Si 10.4197 10.7756 13.61 1.1933 -1.6356 0.8712
Si 3.4916 3.0169 16.7414 -2.2268 -0.7403 -2.2274
Si 0.4705 5.2499 11.2872 3.3434 2.1761 0.0262
Si 8.9162 -0.2126 18.2019 -0.5922 -5.8079 0.3122
Si 7.7981 10.4086 15.3811 -2.4997 -2.1782 1.0713
Si 0.7962 4.1713 16.4661 0.9753 -0.2952 -0.475
Si 1.4879 1.9553 14.7533 -1.548 -2.4132 7.052
Si 1.3431 8.513 13.6397 -1.105 -0.3289 1.5005
Si 10.2138 6.5372 14.9804 2.284 -4.0834 -2.3605
Si 9.3223 6.8757 17.606 -3.0532 -1.5706 0.1193
Si 5.1267 11.9037 16.0559 -2.8876 -0.8709 -1.4307
Si 14.5211 9.2867 15.6251 -0.2599 0.4504 -2.966
O 1.7751 -1.1623 -0.9492 -3.0801 1.1715 1.9283
O 2.3049 4.2769 -2.9301 0.5546 0.0707 -0.1632
O 2.8982 7.5354 -0.0211 -1.9626 0.3887 0.0853
O 1.2107 1.1392 0.1584 0.0991 1.769 0.3935
O -8.98 9.1257 -4.5234 -0.7389 -0.1189 -0.3259
O 0.2883 3.9659 -1.3041 0.3128 -0.312 -2.7338
O -0.1245 20.3748 -6.4804 -0.2897 1.1547 2.711
O 3.8088 10.8789 -4.3126 2.1448 0.3289 2.8016
O -2.0082 -4.8483 -5.596 1.714 1.2074 0.861
O 7.5978 -2.9695 0.9819 -0.8817 -0.5466 0.3078
O 7.6802 3.9854 -0.5694 -0.2024 -0.9928 -0.9461
O 7.1655 0.0659 1.8498 -0.0329 1.1825 -0.3341
O 5.9077 7.1674 -6.5558 0.9551 -2.0193 -0.1576
O 7.3977 6.3587 -1.9073 3.298 -0.3843 1.6478
O 5.2329 4.9583 -1.115 2.0676 -1.7559 0.7538
O 9.317 8.0191 -0.8108 1.6093 -2.2738 -2.245
O -0.997 5.1567 11.8196 -1.5273 -0.9401 -0.4912
O -3.8151 9.1902 14.5498 -0.3434 0.7515 -1.4378
O 0.4733 2.3172 12.0462 -1.4578 -1.1532 -0.8757
O 6.8923 -0.7159 10.6425 1.3932 -0.9811 -1.6846
O 0.776 -3.9638 14.1407 -0.6652 2.1364 -0.8764
O -2.1547 2.454 12.2266 -1.9098 -0.9278 -0.9907
O 5.2685 9.8009 12.5288 0.8697 1.5426 -0.4318
O -1.3299 7.482 16.0316 -1.1302 2.4698 1.9448
O 2.5776 -2.6052 12.5001 1.1682 -1.375 -2.0991
O 6.1713 1.459 11.8663 1.1249 1.9023 1.3824
O 6.52 3.8577 12.8615 -0.008 1.714 1.1309
O -0.0715 5.402 15.8812 -0.5769 0.3505 -0.4947
O 9.0735 7.4497 11.328 -0.8171 -1.3717 1.4787
O 2.3372 1.8912 16.2528 0.4964 -0.6718 -0.2609
O 1.4981 4.6784 12.4745 -1.1137 1.3526 -0.0557
O 15.3407 24.2621 15.7625 0.9666 1.8096 1.4017
O 1.4171 9.4078 10.509 1.2175 -1.0461 0.865
O 11.7394 6.7777 11.2824 2.1819 0.3979 -1.0877
O 0.399 2.9556 15.4895 -1.0694 -0.0274 -1.3135
O 2.377 2.4965 13.6471 2.2436 1.1473 -1.6204
O -4.3835 11.6307 15.3888 2.3591 -0.3795 -0.6784
O 10.52 -0.5011 18.1329 0.1676 1.2997 -1.0407
O 8.9244 -9.7108 18.4539 -0.3549 3.6256 -0.7961
O 8.2235 -1.0596 16.91 0.235 2.3619 -0.73
O 4.5808 8.449 14.6717 1.1978 0.1065 -0.1254
O 9.1701 10.7116 14.6619 0.316 0.3542 -0.8062
O 0.7718 0.5097 14.4373 0.2007 1.1095 -0.608
O 3.6329 -1.7924 17.0931 2.0282 -1.1758 -0.917

Results
free energy: -30531.710 eV
free energy less fixed offsets of O -463.61, Si -117.95 eV per atom: 10.830 eV
pressure: -2.29 GPa
stress xx, yy, zz, yz, xz, xy (GPa, positive in tension): 1.96, 3.37, 1.54, -0.42, 1.34, 0.27
